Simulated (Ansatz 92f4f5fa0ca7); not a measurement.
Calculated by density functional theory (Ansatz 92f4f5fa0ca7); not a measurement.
Periodic cell of 189 atoms, Si117O72, from a study of silicon, its oxide and their interface. The atomic structure is a simulated model.
This geometry differs little from another in the collection (a relaxation step or a small displacement).

Settings
functional: r2SCAN
potential files: Ansatz norm-conserving
basis: plane waves
wave-function cutoff: 1300 eV
density cutoff ratio: 4
exchange-correlation grid ratio: 1
k mesh: 2 x 2 x 1, shifted by 0.5 0.5 0.5 of a step
self-consistency stop: 5e-08 eV per atom in the density residual
occupations: Fermi-Dirac, 0.05 eV
spin: none
net charge: 0

Cell vectors (angstrom)
a, 11.5403, 0, 0
b, 0, 11.5403, 0
c, 4.853, -4.5391, 24.3945

Atoms and the computed forces on them: element, x, y, z (angstrom), force x, y, z (eV/angstrom)
Si, -0.8107, 5.0558, -0.0664, 0.1432, 0.1779, -0.5869
Si, -0.5757, 8.2364, -0.0776, 0.0102, -0.159, -0.4672
Si, -0.7816, 0.8529, -0.6151, -0.0363, -0.0519, -0.3177
Si, 3.3214, 5.8536, -0.3901, 0.1059, -0.0115, -0.4713
Si, 3.039, 8.8974, 0.0157, -0.0362, 0.0598, -0.6979
Si, 2.8592, 0.4214, -0.5148, 0.0527, -0.3414, -0.4615
Si, 6.9262, 4.7799, 0.1715, 0.0422, -0.2102, -0.8159
Si, 7.0147, 7.8402, -0.426, -0.0169, -0.0056, -0.7002
Si, 6.8657, 1.6907, -0.3562, -0.1305, 0.3002, -0.82
Si, 1.3462, 4.7917, 0.8708, -0.1305, 0.0589, -0.2734
Si, 1.1871, 8.7125, 1.367, -0.1408, 0.0176, -0.0853
Si, 1.0657, 0.7714, 0.9779, -0.124, 0.1253, -0.2459
Si, 4.9018, 4.9899, 1.236, -0.1658, 0.1241, -0.2587
Si, 5.1421, 8.6877, 0.986, 0.1521, -0.1338, -0.1532
Si, 4.8787, 1.0736, 0.8114, -0.0999, -0.0891, -0.1483
Si, 8.9007, 4.8123, 1.3582, 0.0392, 0.0666, -0.2559
Si, 8.8482, 8.5919, 0.9652, 0.1621, -0.0445, -0.2934
Si, 8.8414, 1.1429, 0.8471, 0.0957, -0.0428, -0.1111
Si, 1.2251, 6.6452, 2.4511, 0.0019, -0.0822, 0.1088
Si, 1.09, 10.6419, 2.5853, -0.0011, -0.0837, 0.127
Si, 1.213, 2.8291, 2.2699, 0.0074, 0.1146, -0.2452
Si, 5.0213, 6.8815, 2.5239, 0.1193, 0.1579, 0.261
Si, 5.0755, 10.6965, 2.2805, 0.0092, -0.0165, -0.1013
Si, 4.8411, 2.9163, 2.3584, -0.0585, -0.0494, 0.016
Si, 8.8813, 6.8119, 2.511, 0.086, 0.0612, 0.3499
Si, 8.7967, 10.6582, 2.2311, 0.12, -0.0859, -0.2011
Si, 8.895, 2.8306, 2.4888, 0.0073, -0.0277, 0.1688
Si, -0.711, 6.7475, 3.8279, -0.0637, 0.0172, -0.1571
Si, -0.8948, 10.6212, 3.7853, 0.0726, 0.0978, 0.0124
Si, -0.6856, 2.9019, 3.753, -0.0865, -0.0781, -0.0168
Si, 3.0943, 6.7776, 3.8553, -0.0331, -0.1062, -0.0725
Si, 3.1406, 10.6308, 3.7466, 0.0703, 0.0175, -0.0635
Si, 3.0078, 2.8894, 3.7909, 0.1247, -0.1273, 0.0216
Si, 6.9509, 6.8023, 3.835, -0.015, 0.1349, -0.0379
Si, 6.9417, 10.6615, 3.711, -0.1005, 0.0819, -0.0101
Si, 6.8653, 2.9185, 3.7038, -0.0107, -0.0338, -0.0827
Si, -0.7589, 4.8157, 5.1538, 0.0693, 0.0133, 0.015
Si, -0.7801, 8.6908, 5.1535, -0.0271, -0.0422, 0.0049
Si, -0.7802, 1.0055, 5.1468, 0.0225, -0.0217, 0.0033
Si, 3.0932, 4.8238, 5.1649, -0.0024, 0.0172, 0.011
Si, 3.0843, 8.7212, 5.146, -0.0698, -0.0403, 0.0529
Si, 3.0796, 0.9848, 5.1495, 0.0211, 0.1002, -0.0092
Si, 6.9284, 4.8402, 5.1104, -0.0243, 0.1209, -0.0119
Si, 6.92, 8.7351, 5.1313, 0.0824, -0.1434, -0.0267
Si, 6.9008, 1.0281, 5.092, -0.023, -0.035, -0.0657
Si, 1.1633, 4.8272, 6.516, -0.113, 0.0545, -0.037
Si, 1.1536, 8.7221, 6.5033, 0.0686, 0.1128, -0.0057
Si, 1.1514, 0.9754, 6.5115, 0.0484, -0.0931, -0.0403
Si, 5.039, 4.8482, 6.5111, 0.031, -0.0963, 0.0472
Si, 5.0063, 8.6555, 6.5005, -0.0088, 0.0182, 0.0203
Si, 5.0087, 1.0564, 6.4823, 0.0683, -0.0377, -0.0095
Si, 8.8333, 4.8612, 6.5017, -0.1176, -0.0695, 0.0641
Si, 8.8257, 8.6775, 6.5091, 0.0155, 0.0314, 0.0467
Si, 8.8086, 1.0251, 6.4639, 0.0016, 0.1107, -0.0133
Si, 1.1827, 6.7751, 7.8451, -0.0343, -0.0563, -0.1112
Si, 1.1084, 10.6166, 7.8911, -0.0711, -0.2025, 0.1029
Si, 1.1779, 2.9037, 7.8661, 0.0408, 0.0689, 0.1173
Si, 5.023, 6.7338, 7.9405, 0.0642, 0.0725, 0.0055
Si, 4.9586, 10.6309, 7.7289, -0.1121, -0.0247, 0.0077
Si, 5.0956, 2.9598, 7.8965, -0.1311, 0.0669, 0.2308
Si, 8.8504, 6.7774, 7.9375, -0.0225, 0.006, -0.016
Si, 8.7814, 10.631, 7.8042, 0.2059, -0.0479, 0.0098
Si, 8.778, 2.9307, 7.8291, 0.0958, 0.0856, 0.0583
Si, 10.8525, 6.7964, 9.2466, -0.0052, 0.1006, -0.0172
Si, 10.6615, 10.6041, 9.2099, -0.0952, -0.0017, -0.106
Si, 10.7064, 2.9175, 9.1232, -0.1574, -0.1415, -0.2599
Si, 3.0478, 6.6948, 9.2746, -0.0448, -0.1832, 0.0759
Si, 3.1109, 10.5653, 9.137, 0.242, -0.0045, -0.1455
Si, 3.1481, 2.9744, 9.2187, 0.1933, 0.0187, -0.1725
Si, 6.9399, 6.8094, 9.3734, -0.1006, -0.2692, 0.1692
Si, 6.8157, 10.6595, 9.0917, 0.0648, 0.0046, 0.0066
Si, 6.9928, 2.9427, 9.3761, 0.0414, 0.1737, 0.1756
Si, 10.9815, 4.7899, 10.445, 0.0418, 0.0903, 0.2266
Si, 10.6827, 8.6982, 10.6618, -0.0723, 0.1377, 0.0486
Si, 10.5343, 1.0387, 10.489, -0.3045, -0.0728, 0.3245
Si, 3.1883, 4.8051, 10.7796, -0.0385, -0.0556, 0.1499
Si, 3.0438, 8.6581, 10.5158, -0.0481, 0.1577, 0.0382
Si, 3.0852, 0.9684, 10.4016, 0.3533, 0.1335, 0.2457
Si, 7.1482, 4.9054, 10.8739, 0.0958, 0.0577, 0.2681
Si, 6.7772, 8.8796, 10.5628, -0.0008, -0.0801, 0.1493
Si, 6.8005, 0.8836, 10.5993, -0.0388, 0.0583, 0.2248
Si, 1.2002, 4.1565, 11.9295, 0.1621, -0.2216, 0.6546
Si, 1.1234, 9.4541, 11.7005, -0.1785, 0.2768, 0.9078
Si, 1.0595, 1.0866, 11.4543, 0.0976, -0.1505, 0.8408
Si, 5.1762, 4.437, 12.1637, -0.0154, -0.3959, 0.6673
Si, 4.8914, 8.55, 12.0353, -0.0489, 0.0443, 0.666
Si, 4.8582, 1.2113, 11.9762, -0.4162, -0.0017, 0.5516
Si, 9.4046, 4.869, 12.1131, 0.1279, -0.2233, 0.2603
Si, 8.6678, 8.9854, 11.9284, 0.1742, 0.0819, 0.5694
Si, 8.6577, 0.5028, 11.9579, 0.1448, -0.0988, 0.3728
Si, 4.9808, 5.469, 19.1429, 0.0486, -0.0866, -0.392
Si, 6.072, 9.8689, 16.2283, 0.1111, 0.1439, 0.3763
Si, 12.93, 1.1231, 19.384, -0.1577, -0.227, -0.6231
Si, 2.6714, 9.3251, 14.0822, 0.0235, -0.0096, 0.7224
Si, 6.139, 0.3228, 20.5377, -0.0125, 0.1047, -0.563
Si, 6.5545, 4.7698, 14.8508, -0.2065, 0.0381, 0.6564
Si, 13.9351, 5.0531, 17.5408, 0.1217, -0.2459, -0.0252
Si, 3.8865, 11.7345, 14.8752, -0.1936, 0.1134, 0.5812
Si, 6.0825, 9.0252, 21.724, 0.0025, 0.024, -0.3806
Si, 1.6562, 3.3798, 21.3475, 0.0488, -0.0233, -0.6087
Si, 9.2068, 2.5401, 18.513, 0.0895, 0.051, -0.1684
Si, 7.1259, 0.5614, 17.7252, 0.0396, -0.12, -0.2453
Si, 11.3345, 5.5537, 14.299, 0.1819, 0.0143, 0.5247
Si, 3.3075, 0.88, 21.5374, 0.0643, -0.1791, -0.5739
Si, 6.3664, 8.0826, 18.7221, 0.0907, -0.0834, -0.4295
Si, 1.6053, 7.2374, 15.9183, 0.2394, 0.006, 0.2758
Si, 11.9343, 6.8407, 18.4982, -0.0512, -0.0398, -0.1265
Si, 11.3672, 8.254, 21.0404, 0.0275, 0.0424, -0.5187
Si, 10.6692, -0.8557, 19.7184, 0.0884, 0.0715, -0.4225
Si, 2.2609, 2.081, 16.6635, 0.0337, 0.076, 0.2221
Si, 8.8163, 2.6365, 13.9763, 0.1095, -0.2032, 0.3979
Si, 9.5109, 8.1729, 19.0039, -0.0893, -0.036, -0.533
Si, 3.8211, 5.368, 21.8753, 0.2383, 0.0056, -0.4077
Si, 8.8629, 1.199, 21.0269, -0.0561, 0.0168, -0.5795
Si, 6.4969, 3.4654, 17.6427, -0.0879, -0.0989, 0.2755
Si, 10.9381, 2.995, 16.0751, 0.3287, -0.1824, 0.4966
Si, 6.9298, 7.6605, 14.0427, 0.0428, 0.2792, 0.3759
O, 6.3663, -0.9226, 21.5499, -0.0762, -0.0986, 0.1943
O, 11.6941, 7.9004, 22.5687, 0.0552, 0.3562, 0.5952
O, 11.5264, 0.3615, 19.0932, 0.068, -0.0332, 0.4169
O, -0.2911, 8.8249, -1.5831, -0.2227, 0.1416, 0.4508
O, -1.3888, -0.3892, -1.5329, 0.2307, 0.2117, 0.2561
O, 6.8821, 3.3395, -0.7034, -0.0155, -0.1699, 0.6569
O, 0.4591, 3.7979, 22.3762, 0.0644, -0.2251, 0.5754
O, 7.2491, -0.5904, 16.5912, -0.3659, -0.049, 0.1196
O, 10.0085, 5.8135, 13.3742, -0.3289, -0.3754, -0.5253
O, 7.0127, 6.192, -0.7086, -0.1183, 0.3717, 0.4332
O, 12.68, 7.7829, 17.3875, -0.0604, -0.3973, -0.1176
O, 9.3681, -0.2367, 20.4525, 0.0344, 0.2279, 0.1785
O, 9.7944, 7.9682, 20.6097, 0.3515, 0.1138, 0.0188
O, 9.0624, 1.0315, 22.6254, -0.222, 0.1057, 0.3647
O, -0.4674, 6.6338, -0.3407, -0.2356, 0.0713, 0.2514
O, 12.2774, 7.3575, 20.0088, -0.3338, 0.1673, 0.1248
O, 6.5533, 8.8877, 15.0438, 0.0245, -0.3667, -0.3767
O, 12.528, 4.9657, 13.3525, -0.1697, -0.1575, -0.3569
O, 1.0507, 11.0788, 12.1295, 0.1138, -0.1831, -0.5204
O, 2.1515, 1.1113, 17.9547, -0.107, 0.2329, 0.1406
O, 5.3112, 4.7405, 13.8123, -0.0139, 0.0184, -0.9631
O, 5.7349, 7.4043, 12.9357, -0.3156, 0.378, -0.2302
O, 10.1541, 9.6275, 18.5799, -0.0283, -0.1376, 0.5212
O, 5.7026, 8.9739, 17.5397, 0.1901, 0.0152, -0.0115
O, 4.0985, 9.3321, 13.2765, 0.103, -0.2653, -0.4371
O, 3.5212, 5.677, 18.4965, 0.131, -0.0807, 0.0731
O, 7.6642, 3.6643, 14.4416, 0.137, -0.0623, -0.1783
O, 1.1827, 2.5248, 12.3585, -0.0797, -0.0071, -0.7052
O, 11.0399, 4.5201, 15.5405, 0.0015, 0.2135, -0.5554
O, 2.6736, 8.2891, 15.3305, -0.0735, 0.2475, -0.474
O, 3.3987, 1.5304, 15.6642, 0.0513, -0.2957, -0.2835
O, 2.962, -1.2276, -0.9188, 0.0743, 0.2567, 0.7941
O, 2.5103, 4.7518, 21.1226, 0.0808, -0.1571, 0.339
O, 2.6858, 2.3054, 22.0094, -0.135, -0.0404, -0.0959
O, 12.7049, 2.6552, 19.9468, 0.2032, 0.0696, 0.6731
O, 4.6607, 0.5918, 13.5059, 0.1543, 0.1439, -0.7535
O, 4.8138, 10.7973, 15.8249, -0.0274, 0.0265, -0.3432
O, 9.5977, 3.3376, 12.7338, -0.2076, 0.3313, 0.0907
O, 6.1143, 4.3814, 16.3655, 0.1888, 0.0142, -0.4652
O, 8.2486, 1.2542, 13.3754, 0.2348, 0.1435, -0.3855
O, 6.3657, -0.141, 18.9876, 0.087, 0.2199, 0.3481
O, 2.257, 0.2604, 20.4523, 0.1035, 0.3608, 0.4228
O, 2.5367, 10.8534, 14.6206, 0.2306, -0.2251, -0.3874
O, 1.4166, 8.82, 13.1942, 0.1675, 0.1582, -0.3594
O, 8.9375, 10.5093, 12.5, -0.3034, 0.1795, -0.6115
O, 0.8232, 2.2288, 15.9185, -0.1242, 0.2204, 0.0312
O, 3.5486, -0.054, 22.8376, 0.1306, 0.236, 0.3968
O, 4.7112, 1.0388, 20.7286, -0.161, -0.1518, 0.3947
O, 9.5444, 2.4059, 20.1191, -0.2239, -0.3553, 0.1959
O, 5.5227, 3.9631, 18.8448, 0.0161, 0.2495, -0.0491
O, 4.7424, 8.8524, 22.6346, -0.1704, -0.2867, 0.3426
O, 7.9739, 8.1774, 18.6014, -0.1245, 0.0253, 0.2255
O, 4.8853, 5.7752, 20.7245, -0.2813, -0.0742, 0.2956
O, 4.9481, 2.8144, 12.2095, 0.2335, 0.1904, -0.0822
O, 7.1594, 6.2845, 14.8714, -0.1148, -0.0556, -0.4058
O, 14.2675, 3.5167, 17.243, -0.2121, 0.0257, -0.0291
O, 6.2596, 1.8857, 17.2877, 0.2952, 0.0702, 0.151
O, 8.6364, 1.0774, 18.0342, -0.1662, 0.2535, 0.1727
O, 10.5249, 2.9365, 17.6553, -0.2008, -0.0036, -0.1924
O, 11.6063, 9.8438, 20.7537, -0.201, -0.2378, 0.069
O, 2.4675, 1.2747, -1.9019, 0.0541, -0.2611, 0.5003
O, 9.795, 2.2415, 15.2117, -0.2683, 0.2825, -0.4648
O, 5.9924, 6.532, 18.4713, -0.118, 0.0447, 0.2623
O, 5.8564, 8.4925, 20.2003, 0.1504, 0.1408, 0.5296
O, 11.8428, 6.938, 14.9899, 0.0043, -0.2692, -0.2161
O, 2.8555, 7.4258, -0.755, 0.2701, -0.485, 0.4124
O, 8.2976, 8.0762, 13.2598, -0.0576, 0.0703, -0.4558
O, 12.4856, 5.3203, 18.2682, 0.1389, 0.297, -0.0764
O, 10.3187, 6.9662, 18.2453, 0.2621, 0.259, 0.3662
O, 8.042, 3.6378, 18.1623, -0.0538, -0.3172, -0.0676
O, 7.2713, 1.4414, 20.8097, 0.0527, -0.2573, 0.1512
O, 2.4041, 5.8295, 16.1183, -0.2696, 0.2558, 0.0699

Results
free energy: -47208.441 eV
free energy less fixed offsets of O -463.61, Si -117.95 eV per atom: -28.371 eV
pressure: -1.40 GPa
stress xx, yy, zz, yz, xz, xy (GPa, positive in tension): 0.53, 1.77, 1.9, 0, -0.2, -0.29
